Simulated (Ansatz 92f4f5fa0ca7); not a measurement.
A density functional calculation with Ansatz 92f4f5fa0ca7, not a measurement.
Periodic cell of 226 atoms, Si133O92B1, from a study of silicon, its oxide and their interface. The atomic structure is a simulated model.
Doubt: the cutoff is far below the 930 eV that the study's wrapper takes by default for these files, so forces and energies are approximate.
This geometry differs little from another in the collection (a relaxation step or a small displacement).

Settings
functional: PBE
potential files: Ansatz PAW
basis: plane waves
wave-function cutoff: 580 eV
density cutoff ratio: 5
exchange-correlation grid ratio: 1
k mesh: 1 x 1 x 1, Gamma-centred
self-consistency stop: 5e-08 eV per atom in the density residual
occupations: fixed
spin: none
net charge: -1 e, with a uniform compensating background and no finite-size correction

Cell vectors (angstrom)
a 10.938 0 0
b 0 10.938 0
c 0 0 31.9494

Atoms and the computed forces on them: element, x, y, z (angstrom), force x, y, z (eV/angstrom)
Si 10.6215 0.0016 24.4338 0.0057 0.0637 0.2153
Si 5.0769 0.1278 24.6794 -0.0207 0.0528 0.2059
Si 2.8171 2.2957 24.5481 0.0451 -0.0183 0.1994
Si 8.5629 2.4402 24.5787 0.0093 -0.0518 0.2112
Si 10.7075 5.592 24.3545 -0.0535 0.0118 0.2348
Si 5.1548 5.6153 24.4693 -0.0473 0.0402 0.1922
Si 2.9817 7.9563 24.4241 0.0205 -0.0398 0.2523
Si 8.4143 7.838 24.4314 0.0192 -0.0641 0.2137
Si 1.2894 1.1299 25.8589 0.0203 -0.0076 0.0271
Si 6.8125 1.3286 25.7711 0.0293 0.0027 -0.0312
Si 3.9806 4.0125 25.7562 0.0024 0.0156 -0.0327
Si 9.6823 4.0237 25.8719 0.0378 0.0031 0.0048
Si 1.3363 6.7943 25.7003 0.0268 0.014 -0.0464
Si 6.8026 6.7251 25.7687 0.0042 0.0151 0.0082
Si 3.9975 9.4724 25.9752 -0.0039 0.0008 0.0182
Si 9.4824 9.4407 25.8242 0.01 0.0107 -0.031
Si 2.6311 -0.1324 27.3238 -0.0335 -0.0233 0.0151
Si 8.1473 -0.0677 27.1771 -0.0677 -0.0284 -0.0062
Si 0.0814 2.6583 27.2366 0.0038 0.0129 0.0122
Si 5.4504 2.73 27.1412 0.0113 0.0016 -0.0197
Si 2.6697 5.4187 27.1434 -0.0343 -0.0424 -0.0324
Si 8.1933 5.3772 27.16 -0.025 -0.0194 -0.029
Si 0.0149 8.1587 27.1628 -0.0257 -0.0102 -0.0175
Si 5.5108 8.1449 27.2066 0.005 0.0047 -0.0007
Si 4.0868 1.3394 28.5269 -0.0659 -0.0733 0.0435
Si 9.5493 1.3146 28.5339 0.0344 0.0529 0.0413
Si 1.3976 4.0663 28.6078 -0.1063 0.0082 -0.0897
Si 6.8077 4.0702 28.5554 0.0001 0.0084 -0.0179
Si 4.0838 6.7733 28.5164 0.0217 0.0843 0.0598
Si 9.562 6.7836 28.507 -0.0454 0.0125 0.0807
Si 1.2834 9.4749 28.6815 0.1104 0.1085 -0.213
Si 6.8292 9.5325 28.6037 -0.0301 0.0028 -0.0831
Si -0.0407 -0.0207 29.9747 -0.0272 0.055 0.0373
Si 5.451 -0.0117 29.9249 0.0025 0.0319 0.0094
Si 2.7667 2.7164 29.9507 0.0243 -0.0778 -0.0055
Si 8.1844 2.7056 29.9 0.0326 -0.0382 0.015
Si -0.0231 5.4371 29.9237 0.0343 0.0018 -0.0018
Si 5.4573 5.4515 29.9314 -0.0101 0.0146 -0.005
Si 2.7387 8.1463 29.9434 0.0696 -0.0881 0.0286
Si 8.2207 8.1661 29.9283 0.0463 -0.0571 -0.0212
Si 1.3648 1.3721 31.3159 -0.0073 0.0004 0.0189
Si 6.8268 1.367 31.2881 -0.0342 0.0057 0.0215
Si 4.1186 4.0824 31.3193 0.0279 0.0112 -0.0002
Si 9.5425 4.0775 31.2894 0.0052 0.0108 0.0153
Si 1.358 6.8056 31.3023 -0.0295 0.0186 -0.0059
Si 6.8297 6.8346 31.3098 -0.0065 -0.0082 0.0189
Si 4.0934 9.5611 31.2971 -0.0277 -0.0021 0.0088
Si 9.5494 9.5453 31.3265 -0.0117 -0.0066 0.0139
Si 2.7612 0.0166 0.7326 0.0131 0.025 -0.012
Si 8.2006 0.0191 0.7072 0.0374 -0.0025 -0.0202
Si -0.0238 2.7422 0.7413 0.0179 -0.0198 -0.0288
Si 5.4922 2.7442 0.7476 -0.0012 0.0007 -0.0008
Si 2.7378 5.4623 0.7115 -0.0045 -0.0129 -0.0112
Si 8.1974 5.4548 0.733 -0.007 0.028 -0.0368
Si 0.0169 8.206 0.7365 0.0274 -0.0121 0.0329
Si 5.4873 8.2485 0.7424 0.0131 -0.0272 -0.0274
Si 4.1508 1.3695 2.1299 -0.0421 -0.0541 -0.0221
Si 9.5392 1.3735 2.1142 0.1002 0.0913 -0.0348
Si 1.3547 4.137 2.0842 -0.0815 0.0339 -0.0217
Si 6.8621 4.0933 2.1353 0.0342 0.0562 -0.0345
Si 4.092 6.8583 2.0628 0.0163 0.058 -0.032
Si 9.5747 6.8361 2.095 0.03 -0.0053 -0.0219
Si 1.3771 9.619 2.0952 -0.0625 0.0141 -0.0301
Si 6.836 9.6754 2.1079 -0.1922 -0.0267 -0.0265
Si 0.0149 0.0466 3.4913 0.024 -0.0156 -0.0994
Si 5.6186 0.166 3.5875 0.2835 0.2379 0.2039
Si 2.7221 2.7663 3.4049 0.0444 0.0013 0.0501
Si 8.1106 2.6269 3.5344 -0.1466 -0.1843 -0.0419
Si 0.0005 5.4848 3.5062 -0.0313 -0.0296 -0.1477
Si 5.4718 5.5256 3.4299 0.0321 0.0042 -0.0004
Si 2.7514 8.2563 3.4251 0.0454 -0.025 0.029
Si 8.2446 8.3108 3.3845 -0.0119 -0.1823 0.0835
Si 1.3785 1.4579 4.8504 0.0201 0.0171 0.0633
B 6.9128 1.4534 4.7218 0.0694 -0.1217 -0.3416
Si 4.1074 4.1118 4.7494 0.0024 -0.051 0.0747
Si 9.5627 4.0244 4.7949 0.0593 0.0256 -0.0699
Si 1.3522 6.9565 4.8327 0.0341 0.0406 0.076
Si 6.8467 6.9897 4.7292 0.0404 0.0164 -0.0488
Si 4.1433 9.6132 4.7936 -0.0254 -0.0492 -0.0674
Si 9.571 9.6292 4.8422 0.0099 0.0381 0.1289
Si 2.7783 0.0483 6.14 -0.0831 0.005 0.0609
Si 8.1604 0.2676 5.9288 -0.1173 0.1397 -0.0334
Si 0.0195 2.8008 6.3213 0.0104 -0.0084 0.0759
Si 5.6916 2.6782 5.8361 0.0334 0.0291 0.1114
Si 2.7584 5.5681 6.1167 -0.032 -0.0149 -0.0314
Si 8.2576 5.5805 5.949 -0.0105 0.0854 0.0479
Si 0.0215 8.3195 6.3407 -0.0253 -0.0628 -0.0333
Si 5.5196 8.3061 6.2236 0.059 -0.0261 0.0782
Si 4.5076 1.2239 7.2186 -0.2156 -0.0088 -0.0725
Si 9.7364 1.1425 7.5562 0.1124 -0.0133 -0.4423
Si 1.1842 4.5156 7.5182 -0.0814 0.0236 -0.3177
Si 6.636 4.4239 7.1384 -0.0435 0.1063 -0.2821
Si 4.3322 6.6731 7.497 0.0914 -0.0613 -0.3443
Si 9.7209 6.6246 7.4841 0.0349 -0.0385 -0.3038
Si 1.2598 9.9296 7.6596 -0.0945 0.1155 -0.2467
Si 6.7411 10.0311 7.3421 -0.0269 -0.2264 -0.1152
O 9.5853 1.2464 23.9986 -0.0275 -0.009 -0.1103
O 4.1055 6.8106 23.9662 0.0049 -0.0259 -0.1082
O 4.0122 1.2452 24.0506 0.004 -0.0023 -0.1054
O 9.5366 6.7073 23.9152 0.0096 -0.0019 -0.1062
O -0.014 5.5798 7.9894 -0.0244 -0.027 0.177
O 5.56 0.1288 7.911 0.0366 0.0431 0.1127
O -0.0169 0.039 8.0288 0.1974 -0.0752 0.2731
O 5.4452 5.4448 7.6997 -0.0594 0.2419 0.3282
O 7.5569 3.9224 8.3972 0.1498 -0.1316 0.3611
O 8.716 7.0525 8.7429 -0.0911 0.1189 0.2734
O 2.1563 9.4295 9.0041 0.0991 -0.0924 0.2734
O 8.8795 1.6646 8.8999 -0.1716 0.1676 0.35
O 7.7016 9.5119 8.5953 0.0756 -0.1234 0.3793
O 3.7035 2.0456 8.393 -0.1356 0.1049 0.4744
O 3.6286 7.2179 8.9165 -0.0756 0.0736 0.3361
O 2.0494 4.0778 8.8644 0.1464 -0.0735 0.2581
O 8.1314 3.4915 23.372 -0.0741 0.0663 -0.2133
O 0.4501 4.9358 22.9706 0.0658 -0.0942 -0.2251
O 1.9041 2.7476 23.2535 -0.0986 0.0508 -0.2229
O 5.824 4.9092 23.1321 0.093 -0.0873 -0.2169
O 5.5324 10.0062 23.5084 0.0493 -0.0628 -0.1834
O 2.4354 8.6878 23.0367 -0.0863 0.0913 -0.243
O 0.1864 10.0735 23.0952 0.0901 -0.0997 -0.2453
O 7.7861 8.5815 23.0856 -0.0847 0.0894 -0.2075
Si 8.6576 7.707 18.4436 -0.006 -0.0003 0.0426
Si 8.7905 6.3529 13.6152 -0.0162 -0.0043 -0.2045
Si 3.7908 1.5422 14.7043 -0.0041 0.013 -0.1728
Si 2.1362 5.749 17.6243 -0.01 -0.0075 0.01
Si 2.4175 3.1502 19.5012 -0.0352 0.012 0.1573
Si 9.8133 9.0249 12.0544 -0.0371 -0.0299 -0.3585
Si 1.3272 9.422 22.0875 -0.0057 -0.0137 0.3814
Si 9.1745 0.9616 13.1861 -0.0101 0.0304 -0.2454
Si 1.4239 5.0364 13.0029 0.0182 -0.034 -0.2312
Si 1.7946 8.2369 12.7926 0.0515 -0.0164 -0.361
Si 6.6546 9.5632 22.4322 0.0265 -0.0354 0.3337
Si 4.522 4.6039 15.6907 -0.0019 0.0114 -0.1322
Si 8.1995 3.012 9.5581 -0.0558 -0.119 -0.5611
Si 0.8411 8.2525 19.2642 0.008 0.0304 0.1738
Si 6.9541 1.3562 21.0905 0.0049 0.0033 0.231
Si 8.2347 8.3554 9.6166 -0.0225 0.0382 -0.5476
Si 10.9015 5.1955 15.5898 0.0045 0.006 -0.1331
Si 7.5675 9.4982 16.3063 -0.0069 0.0019 -0.0829
Si 9.934 2.0677 20.2977 0.0019 0.0143 0.194
Si 3.2118 8.4985 9.8862 -0.0434 -0.0091 -0.5892
Si 6.6919 3.3607 17.4032 -0.0144 0.009 0.0226
Si 1.1666 0.2146 19.8121 0.0109 -0.0233 0.1582
Si 3.2556 2.7961 12.2492 0.0529 -0.025 -0.3943
Si 7.2119 5.4045 19.6893 0.0172 -0.0301 0.1868
Si 5.7444 8.6926 11.5157 0.0021 -0.0132 -0.4064
Si 5.7992 6.0891 13.2011 0.0148 0.0096 -0.2736
Si 4.6341 9.7148 17.6151 -0.0058 0.0004 0.0234
Si 1.0232 3.6043 22.1859 0.0102 0.0432 0.3625
Si 4.899 1.4921 18.7997 0.0324 -0.0017 0.0905
Si 3.2397 3.149 9.4731 0.044 -0.0278 -0.5311
Si 6.4509 10.8205 13.7816 -0.0058 -0.0192 -0.2419
Si 10.3507 0.1202 15.9586 0.003 0.0152 -0.0994
Si 5.6819 3.6775 11.167 0.0321 -0.0748 -0.4305
Si 9.8286 3.8925 11.8798 -0.0651 -0.015 -0.3972
Si 2.3422 9.9228 15.5234 0.0059 -0.0164 -0.1278
Si 6.0748 8.137 19.801 -0.0093 0.0282 0.1852
Si 6.9284 3.975 22.3845 -0.02 0.0174 0.3459
Si 9.7551 2.7797 17.3602 0.0149 0.0077 0.0415
O 7.2056 6.3856 13.9856 0.0195 0.0074 0.0813
O 1.8786 7.0637 18.671 0.0142 -0.0237 -0.0391
O 10.2948 4.0293 16.5081 -0.0086 -0.02 0.0276
O 6.1678 9.9636 17.0453 -0.0054 0.0032 0.0115
O 10.1547 0.7157 14.4569 0.0428 -0.0249 0.131
O 8.4452 6.1271 18.8695 0.0111 0.0161 -0.0427
O 5.1713 0.6877 14.422 -0.0263 0.0135 0.0716
O 5.7147 2.068 17.5195 0.0068 0.0029 -0.017
O 8.3487 1.9555 20.552 0.0324 0.0011 -0.0824
O 1.9946 4.3056 18.4111 -0.0003 0.0252 -0.0511
O 6.9722 2.8117 10.64 -0.1058 0.0284 0.193
O 4.8951 2.7157 12.2223 -0.0563 -0.0285 0.1648
O 6.0242 4.3951 16.3305 0.0163 -0.0101 0.0233
O 4.5765 3.9912 9.9732 0.0789 0.0019 0.2158
O 10.6916 2.785 21.5562 -0.0572 -0.053 -0.1476
O 9.7423 6.1546 14.9405 0.0421 -0.0186 0.0939
O 6.005 6.5008 19.8431 -0.0001 0.0036 -0.0577
O 4.0838 0.181 18.2717 0.002 -0.0131 -0.0237
O 9.2595 10.5449 12.2714 -0.0022 0.0656 0.1225
O 2.8455 4.3344 12.6502 -0.0367 0.0532 0.1117
O 1.9098 10.7043 21.2197 -0.0032 0.0567 -0.1537
O 3.9949 2.7271 19.3895 0.0135 -0.01 -0.0423
O 0.73 10.0432 15.9487 -0.0108 0.0029 0.0264
O 1.2772 9.8108 18.8413 -0.002 -0.0157 -0.0582
O 1.7137 1.6704 19.2847 0.0119 0.0085 -0.0464
O 8.9394 10.3896 16.4758 -0.0025 -0.0052 0.0223
O 4.8733 8.5969 18.7896 -0.0203 0.0113 -0.0577
O 9.5733 8.7699 10.4581 0.1058 0.0605 0.2945
O 6.7393 4.1054 18.8486 -0.0081 -0.0213 -0.0628
O 2.8501 1.7086 13.3645 0.0095 -0.0443 0.143
O 5.8301 8.7836 21.2678 -0.0258 -0.0614 -0.1893
O 2.6309 2.3951 10.798 -0.0032 -0.0209 0.2927
O 7.6031 4.8537 21.1775 0.0174 0.0619 -0.19
O 5.2389 7.4899 12.53 -0.0038 -0.0725 0.1549
O 0.4314 9.0492 12.475 0.0287 -0.0016 0.1069
O 7.5855 1.0549 13.5748 -0.019 -0.011 0.0788
O 7.1008 9.628 14.7344 0.0297 -0.0266 0.1097
O 8.9675 5.0224 12.6792 -0.0206 0.0751 0.1388
O 8.093 8.0401 16.9122 -0.0018 0.0027 -0.0034
O 6.2122 2.5756 21.9038 0.0008 -0.0626 -0.1337
O 2.4524 9.0551 14.0909 0.0177 0.0701 0.1605
O 0.4131 4.4774 11.8483 0.0528 0.0312 0.1307
O 0.815 8.3198 20.9378 -0.0197 -0.0416 -0.1941
O 9.3806 3.8298 10.3184 0.0943 0.066 0.2745
O 9.6472 2.3777 12.5035 -0.0007 -0.0856 0.1404
O 7.6197 8.5758 19.3919 0.0257 -0.0098 -0.0543
O 2.5469 8.141 11.3385 -0.111 -0.0202 0.3549
O 3.9717 3.0632 15.3458 0.0093 0.0325 0.0592
O 0.854 4.4773 14.4258 -0.0351 0.0019 0.1294
O 10.0555 3.0018 18.9524 -0.005 0.0168 -0.0904
O 9.1382 7.792 12.9092 -0.0118 -0.0631 0.1216
O 10.5136 0.5447 20.0837 0.0053 -0.0057 -0.0627
O 6.0686 5.0523 11.9502 0.0019 0.1194 0.1916
O 8.1529 2.7582 17.0151 -0.0021 -0.0032 -0.0079
O 3.5311 5.4759 16.7191 -0.0102 0.0114 0.0243
O 4.6403 9.1542 10.3794 0.0968 0.0043 0.2242
O 1.5383 6.6575 13.1622 -0.0135 -0.0216 0.081
O 4.7553 5.5059 14.3304 -0.0404 -0.0396 0.1348
O 2.0496 3.8614 20.9321 0.0597 -0.0218 -0.1851
O 10.5432 1.4077 16.9467 -0.0038 0.0036 0.0058
O 0.9478 6.065 16.5469 0.0119 0.002 0.0292
O 7.3425 10.9563 21.9321 0.0071 0.0656 -0.1258
O 5.9364 0.9193 19.9125 -0.0571 0.0001 -0.1101
O 6.0689 10.0424 12.3886 0.0323 0.1085 0.202
O 2.8383 0.5488 15.5693 -0.0151 -0.0273 0.0378
O 7.0391 8.0775 10.7031 -0.1256 0.0063 0.2408
O 10.2434 8.0259 18.6909 -0.0245 -0.009 -0.0366
O 3.4487 9.2095 16.5626 0.0145 -0.0088 0.0272

Results
free energy: -137022.691 eV
free energy less fixed offsets of B -154.04, O -568.88, Si -635.61 eV per atom: 4.439 eV

The program warned: the cutoff lies below the one the program advises for these potential files; the exchange-correlation potential is rough where the density is thin.
